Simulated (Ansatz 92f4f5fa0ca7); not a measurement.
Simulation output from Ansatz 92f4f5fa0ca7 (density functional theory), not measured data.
Periodic cell of 221 atoms, Si132O88H1, from a study of silicon, its oxide and their interface. The atomic structure is a simulated model.
Doubt: the cutoff is far below the 930 eV that the study's wrapper takes by default for these files, so forces and energies are approximate.
This geometry differs little from another in the collection (a relaxation step or a small displacement).

Settings
functional: PBE
potential files: Ansatz PAW
basis: plane waves
wave-function cutoff: 580 eV
density cutoff ratio: 5
exchange-correlation grid ratio: 1
k mesh: 1 x 1 x 1, Gamma-centred
self-consistency stop: 5e-08 eV per atom in the density residual
occupations: fixed
spin: none
net charge: +1 e, with a uniform compensating background and no finite-size correction

Cell vectors (angstrom)
a 10.938 0 0
b 0 10.938 0
c 0 0 32.0343

Atoms: element, x, y, z (angstrom)
Si -0.1091 0.2426 24.6994
Si 5.8377 -0.2996 24.3515
Si 2.5141 2.9505 24.8143
Si 8.5453 2.4354 24.5465
Si 0.3636 5.2397 24.6297
Si 5.1861 5.9344 24.3756
Si 2.7894 8.0568 24.5642
Si 8.1203 8.432 24.6644
Si 1.3596 1.4061 26.088
Si 6.856 1.3425 25.7806
Si 4.2056 4.2087 25.8078
Si 9.584 4.1249 25.8334
Si 1.4015 6.8319 25.9905
Si 6.8226 6.8702 25.8369
Si 4.1125 9.6406 25.7299
Si 9.6342 9.6068 25.9768
Si 2.7818 -0.0202 27.2528
Si 8.1923 0.0198 27.2636
Si -0.0575 2.786 27.3141
Si 5.4915 2.7378 27.1789
Si 2.7936 5.4527 27.2803
Si 8.1806 5.4732 27.2048
Si 0.0069 8.1895 27.2937
Si 5.4371 8.2423 27.2076
Si 4.1018 1.3673 28.616
Si 9.5708 1.3673 28.616
Si 1.3673 4.1018 28.616
Si 6.8362 4.1018 28.616
Si 4.1018 6.8362 28.616
Si 9.5708 6.8362 28.616
Si 1.3673 9.5708 28.616
Si 6.8362 9.5708 28.616
Si 0 0 29.9833
Si 5.469 0 29.9833
Si 2.7345 2.7345 29.9833
Si 8.2035 2.7345 29.9833
Si 0 5.469 29.9833
Si 5.469 5.469 29.9833
Si 2.7345 8.2035 29.9833
Si 8.2035 8.2035 29.9833
Si 1.3673 1.3673 31.3505
Si 6.8362 1.3673 31.3505
Si 4.1018 4.1018 31.3505
Si 9.5708 4.1018 31.3505
Si 1.3673 6.8362 31.3505
Si 6.8362 6.8362 31.3505
Si 4.1018 9.5708 31.3505
Si 9.5708 9.5708 31.3505
Si 2.7345 0 0.6835
Si 8.2035 0 0.6835
Si 0 2.7345 0.6835
Si 5.469 2.7345 0.6835
Si 2.7345 5.469 0.6835
Si 8.2035 5.469 0.6835
Si 0 8.2035 0.6835
Si 5.469 8.2035 0.6835
Si 4.1018 1.3673 2.0507
Si 9.5708 1.3673 2.0507
Si 1.3673 4.1018 2.0507
Si 6.8362 4.1018 2.0507
Si 4.1018 6.8362 2.0507
Si 9.5708 6.8362 2.0507
Si 1.3673 9.5708 2.0507
Si 6.8362 9.5708 2.0507
Si 0 0 3.418
Si 5.469 0 3.418
Si 2.7345 2.7345 3.418
Si 8.2035 2.7345 3.418
Si 0 5.469 3.418
Si 5.469 5.469 3.418
Si 2.7345 8.2035 3.418
Si 8.2035 8.2035 3.418
Si 1.3902 1.3473 4.718
Si 6.939 1.2781 4.7969
Si 4.0579 4.1679 4.7551
Si 9.4846 4.1265 4.7675
Si 1.3439 6.8903 4.8221
Si 6.8055 6.8372 4.7653
Si 4.1508 9.4625 4.8465
Si 9.5347 9.5975 4.8287
Si 2.7993 -0.0112 6.0829
Si 8.1569 -0.1034 6.3756
Si -0.1757 2.6037 5.976
Si 5.5705 2.7735 5.928
Si 2.6129 5.4478 6.2156
Si 8.1424 5.5249 6.1618
Si -0.0158 8.2657 6.2001
Si 5.44 7.9749 6.3278
Si 3.9538 1.7396 7.2139
Si 9.8304 1.1454 7.5685
Si 1.3889 3.6833 7.2439
Si 6.6202 4.1972 7.4584
Si 4.1613 6.3639 7.7377
Si 9.3667 7.0259 7.4782
Si 1.2154 9.8937 7.422
Si 7.0159 9.1237 7.6785
O 1.4247 4.0452 24.19
O 5.4762 11.026 22.7905
O 2.6929 2.7356 7.0396
O 8.1833 8.0172 8.0777
O 5.1679 4.8422 8.4194
O 0.1371 0.1088 8.0119
O 3.9243 6.9524 24.1429
O 9.6838 1.3047 24.2194
O 2.1761 9.344 8.636
O 1.0038 3.4532 8.829
O 9.4212 1.9428 8.9691
O 6.3203 9.5841 9.0902
O 4.4055 2.0945 8.787
O 3.5406 7.0865 9.0779
O 7.328 3.5065 8.7589
O 10.091 6.142 8.6647
O 3.1212 2.0093 23.5853
O 4.5337 1.9118 21.2145
O 8.0707 2.8417 23.0286
O 10.8881 6.0194 23.2345
O 6.9915 9.4897 24.1081
O 2.0094 8.4792 23.1688
O 5.735 5.8097 22.8145
O 0.5833 10.6726 23.313
Si 2.8537 8.4276 9.7979
Si -1.1377 3.4361 19.323
Si 3.0693 10.495 19.9111
Si 1.8598 2.4422 19.664
Si 6.6268 2.2937 14.4875
Si 9.7633 -1.5522 13.6165
Si 2.161 19.0484 15.6069
Si 9.3788 3.6798 14.1484
Si 5.651 9.6877 10.5847
Si -4.0683 10.9598 16.7261
Si 1.631 3.9428 10.2493
Si 2.7087 12.2257 15.1488
Si 11.3048 10.5261 15.7492
Si 0.0271 -2.5694 11.0338
Si 4.5626 3.5173 9.561
Si -3.1692 12.0584 19.2767
Si 1.8666 -5.6409 15.0011
Si 4.3269 3.7048 16.1321
Si 3.8278 4.9063 18.852
Si 5.3128 4.7941 21.5929
Si 13.1452 7.6526 18.6053
Si 8.4921 2.9947 9.8141
Si -2.769 4.0168 21.9092
Si 10.5802 -2.9682 20.1688
Si 8.8745 6.6328 14.4943
Si 3.3757 2.6191 22.1016
Si 1.2678 9.6379 22.2808
Si 4.6563 9.7307 15.1999
Si -1.5858 -1.0639 18.0703
Si 5.4655 11.5196 21.236
Si 9.4982 6.5656 22.574
Si 10.2228 5.6684 10.2275
Si -4.0239 8.6431 13.1931
Si 1.1749 3.0243 13.0653
Si -0.844 4.9228 16.6072
Si 6.2279 1.8158 11.4982
O -5.4226 10.0962 16.5271
O 4.72 4.3039 17.6023
O 3.2131 4.2797 9.9972
O 5.3971 3.1245 10.8803
O 1.3341 0.8781 15.928
O 2.6888 14.6781 19.0805
O -0.4297 2.8184 13.3274
O -0.5943 9.0959 9.7086
O 2.3858 10.4057 21.3921
O 0.8301 5.2974 10.597
O 9.877 -3.0285 14.3279
O 3.4726 2.3074 16.1648
O 1.3015 -1.5685 15.0889
O -2.5411 5.3937 22.743
O -1.2619 8.512 18.9117
O 1.6246 7.8022 17.1003
O 8.1135 -1.0435 16.9712
O 11.0581 9.1031 21.2492
O 1.9685 2.5727 21.2933
O 1.6498 8.0573 10.8424
O 4.7744 5.2579 20.1327
O -1.2494 6.8939 20.9943
O -1.8391 6.1578 16.0792
O -2.7288 9.641 13.1841
O -0.2423 -0.6915 17.2259
O 6.3902 8.6419 11.6217
O 4.0641 9.2572 10.5068
O 1.9208 6.8656 14.6
O 13.1396 12.9036 13.7478
O 5.6703 9.2935 14.008
O 0.9815 7.2389 19.5933
O 5.7655 11.2737 10.9802
O -1.2822 3.5861 15.7609
O 10.0277 7.0011 11.167
O 3.3606 4.8305 15.4506
O 1.4538 2.8755 11.4527
O 7.4143 7.2056 13.8919
O 8.9533 7.879 23.3584
O 0.275 2.6001 19.2761
O -3.9736 11.888 20.6903
O 3.7225 11.004 14.7611
O 5.6867 3.3819 15.2748
O -1.5142 3.9158 20.8507
O -4.2382 4.0136 21.1995
O 4.6963 -0.4256 20.1904
O 3.2232 6.3868 18.5229
O 4.0059 4.1031 22.3058
O 6.691 0.9114 18.0722
O 2.801 9.128 19.0428
O -0.1725 9.3369 12.3264
O 5.9226 1.7862 13.0945
O -1.0247 4.6543 18.2106
O -1.969 10.9533 19.2278
O 11.6841 5.1222 16.1972
O 7.039 1.0257 15.436
O -7.1936 8.4566 15.5974
O -3.0013 3.0276 13.8961
O 13.4056 11.8904 19.2177
O 8.4966 2.5334 18.9505
O 1.4988 4.5191 13.6186
O 9.2668 4.3269 10.4119
O 7.7701 2.156 11.0163
O 10.1302 -0.3032 14.6114
O 9.3078 5.2666 13.6666
H -0.3628 10.0257 9.5259

Results
free energy: -133980.338 eV
free energy less fixed offsets of H -15.97, O -568.88, Si -635.61 eV per atom: -2.408 eV

Forces (eV/angstrom), in the order of the atoms: element, x, y, z
Si 0.0331 -0.0272 0.0043
Si 0.0102 0.0011 -0.0047
Si -0.0054 0.0047 0.0263
Si -0.0111 0.0149 0.0043
Si -0.0084 -0.0179 -0.0358
Si -0.0013 0.0095 0.0842
Si 0.0146 -0.004 -0.0076
Si 0.0011 -0.0004 -0.0045
Si 0.0129 0.0026 -0.0122
Si -0.0242 0.0221 0.0153
Si -0.0061 -0.0182 0.0048
Si -0.0103 0.0176 0.0146
Si -0.0112 0.0172 0.0294
Si -0.0025 0.0051 -0.0044
Si -0.0151 0.009 0.0184
Si 0.0123 -0.0165 -0.0007
Si -0.0053 0.0021 0.0023
Si -0.0042 -0.0122 0.0174
Si 0.0118 0.0034 0.0168
Si 0.0067 -0.0012 0.003
Si 0.0212 0.0076 0.0026
Si 0.0048 -0.0057 0.0006
Si 0.003 -0.0018 -0.01
Si 0.0019 -0.0174 -0.0015
Si 0.2512 0.1655 -0.2039
Si -0.3304 0.1284 0.3811
Si 0.1269 0.0998 0.2449
Si 0.0729 -0.1738 -0.2828
Si 0.1635 0.2712 0.1397
Si -0.2652 -0.171 -0.0155
Si 0.2983 -0.0949 0.0868
Si -0.1709 0.0093 -0.0666
Si 0.037 0.0495 -0.0435
Si 0.0705 0.0531 0.0047
Si -0.0421 -0.0035 -0.0453
Si 0.0123 -0.0466 0.0408
Si 0.0649 0.0328 0.009
Si 0.0537 0.0824 -0.0328
Si -0.0136 0.009 0.0345
Si -0.0326 -0.0552 -0.0289
Si 0.0448 0.0432 -0.0123
Si -0.0079 0.0264 -0.0135
Si -0.0812 -0.0578 -0.0201
Si 0.0078 -0.0303 -0.0297
Si -0.0296 0.0101 -0.0243
Si 0.0034 -0.0139 0.0053
Si 0.0006 0.0019 -0.0332
Si -0.0034 0.0019 -0.0199
Si -0.0202 -0.0319 0.0286
Si -0.0149 0.0412 0.021
Si -0.0268 -0.018 0.0036
Si 0.0894 -0.0168 0.0034
Si -0.0356 0.0687 0.0172
Si 0.0454 -0.0009 0.0358
Si 0.0807 -0.0355 0.0054
Si -0.0463 0.0273 0.0028
Si -0.1056 0.0827 0.0797
Si 0.0982 0.0933 -0.018
Si 0.0522 -0.0967 0.0008
Si -0.1723 -0.1625 0.026
Si 0.0273 -0.0266 -0.0318
Si -0.0018 0.0337 0.032
Si -0.1033 -0.0097 0.0338
Si 0.0091 -0.0327 -0.0404
Si -0.1589 -0.2075 -0.1238
Si 0.2507 -0.4795 0.4369
Si 0.0093 0.2478 -0.305
Si -0.0469 -0.2697 -0.2961
Si -0.0246 0.1351 0.3341
Si -0.186 0.1847 -0.3546
Si 0.0726 -0.0793 0.1017
Si -0.0617 0.2296 0.1372
Si -0.0227 -0.0525 -0.0027
Si -0.0154 0.0074 -0.0072
Si 0.0499 -0.0085 -0.0161
Si 0.0026 0.0079 0.018
Si -0.0151 0.0182 0.0061
Si -0.0185 -0.0281 0.027
Si -0.0084 0.0103 0.0092
Si 0.0169 -0.0005 -0.0335
Si 0.0333 0.0266 0.0524
Si -0.0109 0.0258 -0.0056
Si -0.0188 0.0133 -0.0062
Si -0.0658 -0.0556 0.1301
Si -0.1023 -0.0512 0.0481
Si -0.0577 -0.0728 0.0543
Si 0.0187 -0.0255 0.0294
Si 0.0297 0.0465 -0.0179
Si 0.2321 -0.1819 -0.2373
Si -0.0233 0.0086 -0.0081
Si -0.0231 0.181 -0.1775
Si 0.026 0.1979 -0.1552
Si 0.0142 0.0922 -0.0474
Si -0.0121 0.0119 -0.0236
Si -0.0039 -0.0371 -0.0555
Si -0.0273 -0.0452 -0.0373
O -0.0165 0.0092 -0.0001
O -0.0043 0.0118 -0.0641
O -0.0724 0.0565 -0.0082
O -0.0006 0.0093 -0.0006
O 0.0647 -0.2336 -0.0049
O 0.0093 0.0193 0.0122
O -0.0088 0.0297 -0.0284
O 0.0068 -0.0049 0.0111
O -0.0045 0.0074 -0.0054
O -0.1112 -0.0175 0.1347
O -0.0207 0.0256 0.019
O -0.0171 0.0168 0.0594
O 0.0454 -0.1444 -0.0297
O -0.0675 0.0707 0.0555
O 0.1554 -0.1106 0.1402
O 0.0238 -0.0362 0.0478
O 0.0229 -0.0213 -0.0455
O 0.0046 0.001 0.0041
O -0.0019 0.0156 -0.0462
O -0.0075 0.0135 -0.0033
O -0.0048 -0.0026 0.0175
O -0.0262 0.0202 -0.0195
O 0.0031 -0.0262 -0.0967
O 0.0071 -0.0014 -0.0233
Si 0.0459 -0.0343 -0.0042
Si -0.0053 0.0117 0
Si 0.0033 0.0017 0.0066
Si 0.0011 -0.0043 0.0034
Si -0.0013 0.0033 0.0057
Si 0.0098 -0.006 0.0094
Si 0.0005 0.0015 0.0049
Si 0.0077 -0.0036 0.0143
Si -0.0232 -0.0055 -0.0356
Si -0.0096 0.0026 0.0006
Si 0.0428 0.027 -0.0245
Si 0.003 0.0051 0.0155
Si -0.0004 0.0051 0.0108
Si 0.0113 -0.0105 -0.0168
Si 0.0198 0.2285 -0.016
Si -0.0127 0.0059 -0.0012
Si 0.0019 -0.003 0.0168
Si 0.0005 -0.002 0.0103
Si 0.0124 0.0089 -0.0002
Si 0.0167 0.023 0.0033
Si -0.0043 -0.0009 -0.0083
Si -0.0753 0.0238 -0.0739
Si -0.0063 -0.0049 -0.0014
Si -0.0112 0.0023 0.0149
Si -0.0016 0.0042 0.0194
Si -0.0026 -0.0091 0.0079
Si -0.0013 -0.0139 0.0044
Si 0.0061 -0.0022 0.0079
Si 0.0121 -0.0103 -0.0016
Si -0.004 -0.0034 0.0108
Si 0.0065 0.013 -0.0066
Si -0.0007 0.0007 -0.0135
Si -0.0128 -0.0004 0.0017
Si -0.0062 -0.0102 -0.0061
Si -0.005 -0.004 0.0075
Si -0.0022 0.0074 -0.0211
O 0.0056 0.0029 -0.0047
O -0.0021 0.0028 -0.0029
O -0.1028 0.0053 0.0143
O 0.0441 -0.0527 0.1246
O -0.0037 -0.0052 -0.009
O 0.0014 0.0016 -0.0005
O 0.0025 0.0095 -0.0034
O 0.0224 0.0242 0.0112
O 0.015 0.008 -0.0143
O -0.0337 0.015 0.0012
O 0.0014 0.0002 -0.0122
O 0.0049 0.008 -0.0085
O 0.0026 -0.0023 -0.0099
O 0.0009 -0.0105 0.006
O -0.0022 0.0101 -0.0077
O 0.0022 -0.0005 0.0017
O 0.0046 -0.0007 -0.0038
O -0.0107 -0.0136 -0.0197
O -0.0104 -0.0022 -0.0104
O -0.0473 0.0019 0.0143
O -0.014 -0.0006 -0.0147
O 0.0086 0.0112 -0.0145
O 0.0054 -0.0042 -0.003
O 0.0069 0.0005 -0.0136
O -0.0067 -0.0014 -0.0012
O 0.0223 -0.0141 0.0289
O 0.0217 0.0177 0.0013
O 0.0013 0.0029 -0.0108
O 0.0067 -0.0083 -0.0046
O -0.0075 0.0051 -0.0011
O 0.0165 -0.0038 -0.0034
O 0.0174 0.0232 -0.0003
O 0.0061 0.0105 -0.0006
O 0.005 0.003 0.0004
O 0.0016 -0.0041 -0.0136
O -0.0032 -0.0187 0.0439
O 0.0049 -0.0035 -0.0125
O 0.013 -0.0181 -0.0199
O 0.0015 -0.0018 0.0018
O 0.0146 0.0012 0.0006
O 0.0009 -0.0052 -0.0109
O -0.0036 0.0016 -0.0092
O 0.019 -0.0058 -0.0085
O -0.0077 0.0007 0.0042
O -0.0068 -0.0049 -0.0033
O -0.0019 -0.0007 0.0046
O 0.0048 0.0011 0.005
O 0.004 -0.0009 -0.0041
O 0 -0.008 -0.0015
O -0.0173 0.0179 0.0127
O 0.0017 -0.0016 0.0291
O 0.0031 -0.0009 -0.0067
O 0.0036 -0.0012 0.0074
O -0.0057 -0.0013 -0.0087
O 0.0028 -0.0077 -0.0016
O -0.0001 0.0037 -0.0131
O 0.0015 0.0001 -0.0119
O -0.0006 0.0039 -0.0039
O 0.0007 -0.0065 0.0004
O 0.0036 0.0137 0.002
O 0.0094 0.0024 -0.0133
O -0.0107 -0.0309 0.0235
O 0.0085 0.0043 -0.0037
O 0.0004 -0.0007 -0.0126
H -0.0091 -0.0257 0.0224

The program warned: the cutoff lies below the one the program advises for these potential files; the forces do not sum to zero within the program's tolerance; the exchange-correlation potential is rough where the density is thin.
